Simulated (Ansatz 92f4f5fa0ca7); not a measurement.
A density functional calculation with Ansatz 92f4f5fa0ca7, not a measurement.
Periodic cell of 354 atoms, Si240O114, from a study of silicon, its oxide and their interface. The atomic structure is a simulated model.
Doubt: the cutoff is far below the 930 eV that the study's wrapper takes by default for these files, so forces and energies are approximate.
This geometry differs little from another in the collection (a relaxation step or a small displacement).

Settings: functional PBE; potential files Ansatz PAW; basis plane waves; wave-function cutoff 580 eV; density cutoff ratio 5; exchange-correlation grid ratio 1; k mesh 1 x 1 x 1, Gamma-centred; self-consistency stop 5e-08 eV per atom in the density residual; occupations fixed; spin none; net charge 0.

Cell vectors (angstrom)
a 11.6015 0 0
b 0 13.3963 0
c 0 0 40.7734

Atoms: element, x, y, z (angstrom)
Si 0 2.2327 1.1851
Si 3.8672 2.2327 1.1851
Si 7.7343 2.2327 1.1851
Si 1.9336 5.5818 1.1851
Si 5.8008 5.5818 1.1851
Si 9.6679 5.5818 1.1851
Si 0 8.9308 1.1851
Si 3.8672 8.9308 1.1851
Si 7.7343 8.9308 1.1851
Si 1.9336 12.2799 1.1851
Si 5.8008 12.2799 1.1851
Si 9.6679 12.2799 1.1851
Si 1.9336 1.1164 1.9745
Si 5.8008 1.1164 1.9745
Si 9.6679 1.1164 1.9745
Si 0 4.4654 1.9745
Si 3.8672 4.4654 1.9745
Si 7.7343 4.4654 1.9745
Si 1.9336 7.8145 1.9745
Si 5.8008 7.8145 1.9745
Si 9.6679 7.8145 1.9745
Si 0 11.1635 1.9745
Si 3.8672 11.1635 1.9745
Si 7.7343 11.1635 1.9745
Si 1.9336 1.1164 4.3426
Si 5.8008 1.1164 4.3426
Si 9.6679 1.1164 4.3426
Si 0 4.4654 4.3426
Si 3.8672 4.4654 4.3426
Si 7.7343 4.4654 4.3426
Si 1.9336 7.8145 4.3426
Si 5.8008 7.8145 4.3426
Si 9.6679 7.8145 4.3426
Si 0 11.1635 4.3426
Si 3.8672 11.1635 4.3426
Si 7.7343 11.1635 4.3426
Si 0 0 36.4328
Si 3.8672 0 36.4328
Si 7.7343 0 36.4328
Si 1.9336 3.3491 36.4328
Si 5.8008 3.3491 36.4328
Si 9.6679 3.3491 36.4328
Si 0 6.6981 36.4328
Si 3.8672 6.6981 36.4328
Si 7.7343 6.6981 36.4328
Si 1.9336 10.0472 36.4328
Si 5.8008 10.0472 36.4328
Si 9.6679 10.0472 36.4328
Si 0 0 38.8009
Si 3.8672 0 38.8009
Si 7.7343 0 38.8009
Si 1.9336 3.3491 38.8009
Si 5.8008 3.3491 38.8009
Si 9.6679 3.3491 38.8009
Si 0 6.6981 38.8009
Si 3.8672 6.6981 38.8009
Si 7.7343 6.6981 38.8009
Si 1.9336 10.0472 38.8009
Si 5.8008 10.0472 38.8009
Si 9.6679 10.0472 38.8009
Si 0 2.2327 39.5903
Si 3.8672 2.2327 39.5903
Si 7.7343 2.2327 39.5903
Si 1.9336 5.5818 39.5903
Si 5.8008 5.5818 39.5903
Si 9.6679 5.5818 39.5903
Si 0 8.9308 39.5903
Si 3.8672 8.9308 39.5903
Si 7.7343 8.9308 39.5903
Si 1.9336 12.2799 39.5903
Si 5.8008 12.2799 39.5903
Si 9.6679 12.2799 39.5903
Si 1.5973 0.0528 28.3797
Si 3.8305 0.6794 28.6514
Si 7.6782 0.3174 29.1201
Si 2.1853 3.7348 28.9639
Si 5.7696 3.6261 29.3178
Si 9.1482 3.943 28.8915
Si 0.0353 6.7921 29.3192
Si 3.7087 9.1488 30.0718
Si 7.6953 6.9653 29.5004
Si 1.6254 10.1093 29.4099
Si 5.7592 10.0425 29.3473
Si 9.5637 9.9888 29.42
Si 0.2282 2.5554 29.2073
Si 3.8577 2.542 30.0486
Si 7.6646 2.4835 30.0366
Si 1.9021 5.7088 30.1924
Si 5.6735 5.8648 29.9956
Si 9.6268 5.814 30.1475
Si -0.1399 8.8762 30.257
Si 3.6238 6.9562 29.2655
Si 7.6316 9.0936 30.3369
Si 0.9818 12.1908 30.2514
Si 5.9467 12.2588 30.0556
Si 10.1192 12.1096 30.239
Si -0.04 2.2565 32.4532
Si 3.8372 2.2755 32.4166
Si 7.7341 2.3125 32.4128
Si 1.9024 5.5872 32.5334
Si 5.7358 5.6577 32.4003
Si 9.6628 5.6326 32.4984
Si -0.06 8.959 32.5917
Si 3.7982 8.9862 32.4491
Si 7.6805 8.973 32.6458
Si 1.8306 12.3318 32.4612
Si 5.8068 12.3014 32.4402
Si 9.6526 12.2835 32.5458
Si 1.9089 1.16 33.2422
Si 5.7953 1.1616 33.1923
Si 9.637 1.1488 33.2587
Si -0.0338 4.4739 33.2862
Si 3.8576 4.486 33.2644
Si 7.6908 4.533 33.2235
Si 1.8997 7.8365 33.2849
Si 5.7184 7.8503 33.287
Si 9.6272 7.832 33.35
Si -0.0272 11.1958 33.3751
Si 3.8213 11.2252 33.2028
Si 7.7007 11.2138 33.3355
Si 1.9333 1.1224 35.6266
Si 5.7988 1.1228 35.5978
Si 9.6636 1.1211 35.6348
Si -0.0039 4.4598 35.6514
Si 3.87 4.467 35.6378
Si 7.7274 4.4758 35.6152
Si 1.9345 7.8161 35.6482
Si 5.7869 7.8154 35.6494
Si 9.6634 7.8122 35.6865
Si -0.0015 11.1606 35.7023
Si 3.8579 11.1766 35.6026
Si 7.7327 11.174 35.6785
Si 0.0085 0.0207 5.2444
Si 3.8791 -0.0191 5.1657
Si 7.7449 -0.0271 5.1659
Si 1.9402 3.3445 5.072
Si 5.7995 3.3511 5.0699
Si 9.6552 3.3319 5.1132
Si 0.0104 6.6887 5.1143
Si 3.8772 6.6963 5.103
Si 7.7304 6.6943 5.0803
Si 1.9409 10.0546 5.1443
Si 5.8028 10.0502 5.1642
Si 9.6695 10.054 5.1433
Si 0.0772 0.0735 7.7233
Si 3.963 -0.0944 7.5611
Si 7.8032 -0.1463 7.5648
Si 1.959 3.3299 7.3989
Si 5.8027 3.2829 7.396
Si 9.6193 3.2913 7.4645
Si 0.0717 6.6198 7.4664
Si 3.9502 6.6755 7.4492
Si 7.7518 6.6715 7.4131
Si 1.9783 10.0491 7.5234
Si 5.8335 10.02 7.5589
Si 9.7178 10.0388 7.5211
Si 0.0194 2.4416 8.3679
Si 3.8679 2.1713 8.1814
Si 7.6722 2.0925 8.2202
Si 2.0659 5.5286 8.2191
Si 5.861 5.5092 8.2277
Si 9.6658 5.5444 8.1376
Si 0.0519 8.8687 8.2054
Si 3.9004 8.8749 8.3006
Si 7.7803 8.8662 8.2575
Si 2.0278 12.2626 8.4468
Si 5.8859 12.1908 8.5019
Si 9.7808 12.232 8.4816
Si -0.1332 2.4027 12.1151
Si 4.4327 2.2165 10.4432
Si 6.8177 2.066 10.4245
Si 2.0345 5.217 10.5649
Si 5.9272 5.4286 10.5929
Si 9.7449 5.1762 10.4344
Si 0.0774 8.6443 10.527
Si 3.8886 8.6048 10.658
Si 7.8556 8.4949 10.5845
Si 2.1547 11.9433 10.8354
Si 6.0356 11.8578 10.9498
Si 9.8796 11.8399 10.8818
Si 2.4523 0.4263 12.2195
Si 6.9672 0.3566 12.08
Si 9.2942 0.2072 12.3273
Si 0.0987 3.848 10.3864
Si 4.0686 4.2729 11.3854
Si 7.7648 4.0667 11.1825
Si 1.8929 7.4404 11.3343
Si 5.8629 7.5769 11.3867
Si 9.8323 7.3929 11.275
Si 0.2792 10.7619 11.5593
Si 3.9974 10.7222 11.6551
Si 7.9788 10.5979 11.5052
O 4.3922 3.9903 13.0225
O 5.8629 7.5523 13.0466
O 9.5411 0.0731 13.9611
O 10.0322 7.5814 12.9195
O 2.7631 0.2018 13.8347
O 6.3705 0.7108 13.6005
O 1.5889 7.4818 12.9813
O 0.6125 10.7356 13.1964
O 3.7655 10.4864 13.3019
O -0.234 3.1877 13.5401
O 8.0185 3.6354 12.7699
O 8.0104 10.5149 13.1793
O 5.8465 3.476 27.6593
O 1.3641 10.0919 27.7457
O 7.3406 0.4304 27.4987
O 12.0038 7.0689 27.6931
O 7.9028 7.1256 27.8457
O 1.3732 12.6176 26.9855
O 0.4455 14.6072 28.3184
O 3.1223 6.9514 27.6515
O 5.8554 9.7365 27.7054
O 8.5427 4.5346 27.4628
O 4.4667 -0.5675 29.5173
O 4.6792 0.8767 27.2405
Si 8.0385 10.5437 19.3272
Si 4.4822 10.5903 14.7762
Si 9.4631 10.1605 27.0634
Si 5.2511 7.7502 14.535
Si 3.074 1.1264 15.17
Si 1.1039 7.7367 23.9729
Si 9.0677 7.8657 22.2892
Si 2.1141 10.4913 16.9458
Si 11.6478 5.9527 16.1218
Si 6.4502 1.3905 21.3467
Si 5.8617 0.0422 15.0058
Si 1.8614 10.6486 23.8056
Si 10.8286 3.1775 15.0718
Si 7.9975 5.9099 26.7566
Si 2.1924 6.5376 21.3119
Si 6.0165 0.2139 26.5522
Si 10.4163 0.1342 15.3451
Si 12.8426 3.8328 21.6738
Si 8.1089 4.3183 14.2276
Si -2.775 2.9023 20.0672
Si 1.9886 13.4711 17.9501
Si 10.109 5.0777 21.5177
Si 11.6808 10.9236 14.7235
Si 5.8463 5.1305 15.9524
Si 8.0474 -1.1733 16.6951
Si 12.3 11.1695 26.6981
Si 10.3649 6.5349 18.6716
Si 4.9663 10.204 23.704
Si 7.7185 5.3295 18.4275
Si 0.0692 1.4135 20.0975
Si 4.315 8.4393 21.2588
Si 1.8972 9.0342 19.6798
Si 5.5814 4.2847 26.2687
Si 5.6464 15.4662 24.188
Si 2.4547 2.1923 24.0572
Si 7.0053 7.9123 19.9796
Si 1.4311 -0.0609 22.3024
Si 6.1723 11.8871 21.4238
Si 9.7086 7.7513 25.0382
Si 8.6094 10.0279 14.6135
Si 6.3859 10.5379 26.385
Si 10.6168 9.3141 20.1051
Si 3.9697 13.5308 20.3219
Si 2.2394 6.7428 14.2747
Si 1.7385 6.7549 26.7712
Si 3.4959 4.0752 14.3909
Si 2.5066 3.9712 26.5697
Si 9.3025 7.1605 14.3141
O 7.1602 -2.5291 20.657
O 9.5161 -0.4555 16.5786
O -0.1734 4.4413 22.2206
O 1.7435 11.8708 17.7373
O 6.4499 5.0198 17.4549
O 1.9191 7.6355 25.3997
O 10.1517 1.9634 19.7677
O 4.8354 12.1473 20.5011
O 2.7704 2.6754 14.7645
O 1.0022 2.6723 20.5581
O 7.7668 -1.6844 18.2203
O 5.9625 6.7103 15.5599
O 4.0447 1.8444 23.9877
O 1.4933 5.2127 26.2555
O 2.2392 9.3121 18.0902
O 4.6432 0.9554 15.5756
O 5.4573 8.3437 20.124
O 5.7285 12.0226 26.4018
O 0.0742 4.3267 15.8659
O 3.757 6.928 21.4776
O 9.8634 8.8026 26.2572
O 8.3647 3.8896 18.8489
O 3.985 4.5591 26.1622
O 8.3325 5.908 13.9906
O 6.7108 4.1315 15.0079
O 9.0574 3.8432 21.3796
O 9.6302 10.55 19.7042
O 9.01 6.3759 25.5742
O 10.9387 1.6538 15.675
O 4.9861 1.3818 20.6111
O 7.1365 6.329 19.5912
O 8.8094 8.3771 23.8158
O 11.619 6.1594 17.7253
O 1.3421 6.7978 15.6172
O 8.4083 8.4212 14.84
O 10.2767 8.7285 21.5956
O 1.0613 10.7734 25.1944
O 5.788 -2.0462 22.9029
O 2.7722 0.1567 21.4112
O 0.5451 9.8751 20.0543
O 3.4711 10.7629 24.0613
O 6.979 -0.0401 16.1947
O 5.8128 9.7978 25.0444
O 7.897 10.8802 15.788
O 0.7117 0.7365 18.7446
O 6.4742 5.6476 26.2171
O 10.3863 6.6779 15.4027
O 1.584 7.461 20.0822
O 10.1968 10.3 14.7433
O 11.6817 12.518 15.1247
O 4.3135 4.6034 15.7177
O 1.4461 9.1696 23.2616
O 2.0722 4.9847 20.8812
O 10.4849 5.6509 20.0327
O 10.6642 11.2607 26.7979
O 7.7099 8.0738 21.4383
O 2.3514 5.1479 13.9519
O 2.1055 3.3479 22.9621
O 11.1648 7.4502 24.3906
O 6.9518 13.2795 21.6824
O 0.1324 0.3451 21.3639
O 5.3873 11.9206 14.7069
O 7.6317 8.997 18.9043
O 8.993 6.172 17.8289
O 6.3716 15.607 22.7437
O 3.3586 13.6646 18.823
O 7.5396 1.9766 20.3249
O 1.5699 0.8699 23.655
O 3.4783 10.6741 16.061
O 6.2477 0.8305 25.069
O 9.4512 6.2767 22.3799
O 1.476 6.6867 22.7817
O 10.4018 8.1213 19.0083
O 4.8393 8.9194 22.7154
O 0.9589 10.1272 15.8418
O 3.6544 7.4561 14.5683
O 6.0243 3.4325 24.9711
O 9.2567 3.6038 15.1214
O 1.3248 -1.6176 22.7617
O 2.1153 2.7041 25.588
O 5.4542 9.2934 15.0081
O 8.0203 10.6745 26.4549
O 2.1805 0.7641 16.4809
O 3.1655 9.4484 20.6387
O -22.0574 14.7891 12.1454
O -1.0472 -10.1681 28.4616
O 9.2419 -13.5801 29.3302
O 21.6886 1.5644 11.8222
O 11.4671 2.2265 30.7839
O 3.785 14.4856 11.5041

Results
free energy: -217400.933 eV
free energy less fixed offsets of O -568.88, Si -635.61 eV per atom: -2.213 eV

Forces (eV/angstrom), in the order of the atoms: element, x, y, z
Si -0.0111 0.0424 0.0312
Si 0.002 0.0315 0.0421
Si -0.0125 0.0431 0.0214
Si 0.0034 -0.0249 -0.0003
Si -0.0062 -0.0244 -0.0128
Si -0.0021 -0.0226 -0.0122
Si 0.0021 -0.0358 0.0382
Si 0.012 -0.0043 -0.0275
Si -0.0307 0.0088 -0.0129
Si 0.0078 0.0213 -0.0024
Si -0.0068 0.0151 -0.0113
Si -0.0108 0.026 0.0008
Si -0.0031 -0.1161 -0.0207
Si 0.0343 -0.0998 -0.0108
Si 0.0378 -0.11 -0.013
Si -0.0403 -0.009 -0.0079
Si 0.0041 0.033 0.0127
Si 0.0175 -0.008 0.0081
Si 0.0211 0.0287 -0.0048
Si -0.0018 0.0613 0.006
Si 0.0326 0.0226 -0.0178
Si 0.0115 0.0844 -0.0235
Si 0.0253 -0.0355 -0.0032
Si -0.0065 -0.0522 -0.0047
Si 0.0145 -0.2676 0.2362
Si 0.0899 -0.26 0.1499
Si 0.1032 -0.2592 0.249
Si -0.0957 -0.0849 -0.1334
Si 0.0296 0.055 -0.3517
Si 0.0412 -0.0501 -0.3128
Si 0.0661 0.0703 0.0033
Si -0.0085 0.1473 -0.1517
Si 0.0768 0.0575 0.0258
Si 0.0507 0.2483 0.3938
Si 0.0949 -0.0356 0.0076
Si -0.0256 -0.0864 -0.0061
Si -0.0101 0.144 -0.0024
Si 0.0176 0.063 -0.206
Si -0.0724 0.1853 0.013
Si 0.0293 -0.0038 -0.0473
Si 0.0358 -0.0206 -0.139
Si -0.1298 0.0236 -0.0765
Si 0.0511 -0.0276 0.0677
Si -0.0609 -0.0287 0.1014
Si -0.1423 -0.0401 0.0568
Si 0.1361 0.0096 0.0594
Si -0.1724 0.0804 -0.0757
Si -0.0815 0.0039 0.2503
Si -0.0017 0.0677 0.0029
Si 0.0097 0.0114 0.0059
Si -0.0266 0.0707 -0.0002
Si 0.0023 0.0181 0.0171
Si 0.0184 0.0057 0.0208
Si -0.0468 0.0319 0.0184
Si 0.0215 -0.0293 0.0049
Si -0.0183 -0.016 -0.0041
Si -0.0552 -0.0106 -0.0102
Si 0.064 -0.006 -0.0083
Si -0.0666 0.0129 0.0108
Si -0.0363 0.0005 -0.0088
Si 0.0104 -0.0335 -0.0158
Si 0.0006 -0.0212 -0.0235
Si 0.0071 -0.0372 0.0133
Si -0.0039 0.0186 0.0153
Si 0.0052 0.0295 0.0091
Si 0.0068 0.0149 -0.0088
Si -0.0024 0.0252 -0.0201
Si -0.0073 0.0051 0.0255
Si 0.0262 -0.0067 -0.003
Si -0.0036 -0.0214 -0.0218
Si 0.0111 -0.0124 -0.0093
Si 0.0019 -0.028 -0.0173
Si -0.0189 -0.0123 -0.0124
Si 0.0179 0.0031 -0.0297
Si 0.0073 0.0191 -0.0221
Si 0.0083 -0.005 -0.0077
Si -0.0146 0.0029 -0.0112
Si 0.0043 0.0084 -0.0035
Si -0.0032 0.0187 -0.0158
Si 0.0055 0.0073 0.01
Si -0.0035 0.0337 -0.003
Si -0.0157 0.0127 -0.0053
Si 0.0066 -0.0053 -0.011
Si 0.0009 -0.0091 -0.0074
Si -0.013 0.0103 -0.0005
Si 0.0012 0.0143 0.0355
Si 0.0065 -0.0037 0.0081
Si 0.0096 -0.0025 0.0192
Si 0.0119 -0.0186 0.0152
Si -0.0042 -0.0259 0.0098
Si 0.0004 -0.008 0.0194
Si -0.0218 0.0039 -0.0124
Si -0.0008 -0.004 0.0154
Si 0.0198 0.0046 0.0298
Si -0.004 -0.0216 0.0076
Si -0.0074 -0.0009 0.016
Si 0.0007 0.002 -0.0098
Si -0.002 0.0036 -0.0212
Si 0.0016 0.0058 -0.0037
Si 0.0005 0.0018 -0.0027
Si 0.0004 0.0019 0.0024
Si 0.0011 -0.0023 -0.0037
Si 0.0069 -0.0045 -0.0089
Si 0.0001 -0.0099 0.0065
Si -0.0052 -0.0056 -0.006
Si -0.0081 -0.0001 -0.0207
Si -0.0016 0.0077 0.0093
Si 0.0056 0.0034 -0.0135
Si 0.0063 -0.0016 -0.0001
Si -0.002 -0.0045 0.001
Si -0.0044 -0.0031 -0.003
Si 0.0015 0.0065 -0.0056
Si 0.0015 -0.0001 -0.0053
Si -0.0069 -0.0029 -0.0053
Si -0.0042 0.0071 -0.0105
Si 0.0014 0.01 -0.0104
Si -0.0002 0.0102 -0.0064
Si 0.0008 -0.0075 -0.0047
Si -0.0007 -0.0008 -0.0078
Si 0.0024 -0.0069 -0.0007
Si -0.0061 0.0015 0.0012
Si 0.0008 -0.0006 -0.0001
Si 0.005 0.0021 0.0037
Si -0.0003 -0.0069 0.0034
Si 0.0016 -0.0024 -0.0002
Si 0.0004 -0.0007 0.0005
Si 0.0013 -0.0015 -0.0012
Si -0.0002 -0.0004 -0.0016
Si 0.0003 -0.0031 -0.0014
Si -0.0007 0.0026 0.0017
Si 0.0005 0.0006 0.0023
Si -0.0015 0.0037 -0.0001
Si 0.0019 0.0052 -0.0024
Si 0.0029 0.0034 -0.004
Si 0.0007 0.0023 0.0002
Si 0.0015 -0.0009 -0.0016
Si -0.0032 -0.0026 -0.0044
Si 0.0009 0.0004 -0.0046
Si 0.0017 0.0001 -0.0008
Si 0.0047 -0.002 -0.0009
Si -0.0025 0.0028 0.001
Si -0.001 0.0037 0.0029
Si 0.0012 0.0021 0.0001
Si 0.0014 0.0034 0.0004
Si -0.0023 0.0016 0.0056
Si 0.0076 0.0023 0.0115
Si -0.0009 0.0052 0.0058
Si 0.0091 0.0041 0.0126
Si -0.0009 0.0076 0.0074
Si -0.0042 0.0024 0.0122
Si -0.0042 -0.0119 0.0187
Si -0.0096 -0.005 0.0122
Si 0.0052 -0.0084 0.011
Si -0.005 -0.0097 0.0047
Si 0.0015 -0.0028 0.0108
Si -0.0002 -0.0073 0.0106
Si -0.0018 0.008 0.0039
Si -0.0189 0.0054 -0.016
Si 0.0042 -0.0001 0.0084
Si 0.0082 0.0047 -0.0123
Si 0.0063 -0.0006 0.0028
Si -0.0037 0.0107 -0.007
Si 0.0014 0.0109 0.0001
Si 0.003 0.0009 -0.0007
Si -0.0007 0.0069 -0.0065
Si -0.0003 0.0005 0.0044
Si -0.0022 -0.0074 -0.0077
Si 0.0035 -0.0013 0.0078
Si 0.0058 0.0116 0.0039
Si 0 -0.057 0.0387
Si 0.0103 -0.0041 -0.0141
Si -0.0156 -0.0002 -0.0126
Si -0.0065 0.0339 -0.0206
Si 0.0055 0.01 -0.0105
Si -0.0035 -0.0056 -0.0192
Si 0.0075 0.0191 -0.0101
Si 0.003 -0.0031 -0.0117
Si -0.0085 0.0022 -0.0088
Si 0.0006 0.0083 -0.0054
Si -0.0067 -0.0267 -0.0304
Si 0.0301 0.0038 -0.0158
Si -0.0284 0.0075 0.0032
Si 0.0022 0.0031 0.037
Si -0.0042 -0.0036 -0.0192
Si 0.0074 -0.0135 0.0264
Si 0.0066 -0.017 -0.0038
Si -0.0069 0.0007 0.0092
Si -0.0078 -0.0096 0.0008
Si 0.0081 -0.0098 0.0006
Si 0.0184 0.0109 -0.0014
Si 0.0017 -0.023 -0.0033
Si 0.0071 -0.0024 0.0028
O -0.0028 0.0069 -0.0195
O 0.0012 0.0012 0.0027
O -0.0035 0.004 -0.0283
O -0.0028 0 0.0026
O 0.0018 -0.0139 0.0087
O 0.0036 0.0014 -0.0072
O 0.0003 0.0015 -0.0008
O -0.0041 -0.0032 0.0064
O -0.0014 0.0057 0.0108
O -0.0011 -0.0103 -0.0056
O -0.0026 -0.0033 0.0013
O -0.0018 0.0013 0.017
O 0.0036 -0.0034 -0.0017
O 0.0037 -0.0046 -0.0139
O 0.0041 -0.0032 0.0181
O 0.0007 0 0.0044
O 0.0024 -0.0056 -0.0083
O 0.0066 0.0145 0.0084
O 0.0001 -0.0015 -0.0056
O 0.0098 0.0014 0.0079
O -0.0068 -0.0048 0.0074
O -0.0004 -0.0025 0.0064
O -0.0016 0.0039 -0.0003
O -0.015 0.0034 0.0194
Si 0.0002 0.0008 0.0027
Si -0.0016 0.0005 0.0068
Si 0.0024 -0.0007 -0.0003
Si 0.0003 0.0013 0.0053
Si -0.0005 0.0034 0.0122
Si 0.0002 -0.0003 -0.0019
Si -0.0007 0.001 -0.0002
Si 0.0029 0.0001 0.0053
Si 0.0013 0.0035 0.0038
Si 0.0007 -0.0006 -0.0013
Si -0.001 -0.0053 0.0074
Si 0.0004 0.0021 -0.001
Si 0.0003 0.0033 0.0072
Si -0.0011 0.0023 -0.0093
Si -0.0005 0.0004 0.0008
Si 0.0001 -0.0018 -0.011
Si 0.0035 0.0006 0.014
Si -0.0007 0.0009 -0.0003
Si -0.0015 0.0086 0.0119
Si 0.0013 0 0.0024
Si 0 -0.0001 0.0037
Si -0.0012 0.0003 0.0005
Si -0.0084 -0.0138 0.0074
Si -0.0006 0.0018 0.0043
Si -0.0031 0.0022 0.0086
Si -0.005 -0.0093 0.0014
Si -0.0007 0 0.0034
Si 0.0014 -0.0007 -0.0001
Si -0.0007 0.0018 0.0029
Si -0.002 0 0.001
Si -0.0005 0.0003 0.0009
Si -0.0006 0.0005 0.0013
Si -0.0015 0.0007 -0.0031
Si -0.0004 0.0003 -0.0014
Si 0.0002 0.0004 -0.0002
Si -0.0006 -0.0001 0.0017
Si -0.0004 0.0008 -0.001
Si 0.0008 0.0001 -0.0002
Si -0.0012 0.0032 -0.0023
Si 0.0014 0.0053 0.0021
Si 0.0047 0.0019 -0.0055
Si -0.0009 0.0012 0.0017
Si -0.0007 0.0005 0.001
Si -0.0026 0.0015 0.0066
Si -0.004 -0.0036 -0.0085
Si -0.0034 0.0001 0.0092
Si -0.0016 0.0055 -0.0111
Si -0.0002 0.004 0.0009
O -0.0002 0.0009 -0.0015
O 0.0049 0.0026 -0.0113
O 0.0008 0.0001 -0.0008
O -0.001 0.0014 -0.0033
O -0.0005 -0.0004 -0.003
O -0.0007 0.0001 0.0027
O -0.0003 0.0014 -0.0018
O -0.0005 0.0005 -0.0016
O -0.0008 0.0021 -0.0041
O 0.0018 0.0037 0.0002
O -0.0004 0.0013 -0.0041
O 0.0002 -0.0012 -0.0009
O 0.0011 0.0006 -0.0004
O -0.0004 0.0031 0.0017
O -0.0004 0.0007 -0.0025
O 0.0026 0.0013 -0.0023
O -0.0005 0.0008 -0.0007
O -0.0026 0.0063 0.0043
O -0.0004 -0.0005 -0.0021
O -0.0004 0.0017 -0.0016
O 0.001 -0.0015 -0.0009
O 0 0.0005 -0.0023
O 0.0033 0.0001 0.0033
O -0.0008 0.0001 -0.0029
O -0.0004 -0.0007 -0.003
O 0.0002 0.001 -0.0012
O 0 0.0004 -0.0017
O -0.0013 -0.0005 0.0022
O -0.0026 -0.0058 -0.0059
O 0.0003 0.0009 -0.001
O -0.0006 0.0009 -0.0017
O 0.0006 -0.0001 0.0013
O 0.0007 0.0004 -0.0027
O -0.0013 -0.0011 -0.002
O 0.0015 0.0003 -0.0041
O -0.0007 0.0001 -0.0003
O 0.0001 0.0005 -0.0017
O -0.0001 0.0016 0.0005
O -0.0003 0.0005 -0.0007
O -0.0009 0.0008 -0.0014
O -0.0007 0.0004 -0.0003
O 0.0021 0.0002 -0.0019
O -0.0007 -0.0028 -0.005
O 0.0079 -0.0073 -0.0117
O 0.0002 0.0005 -0.0031
O 0.0019 0.0008 0.0009
O -0.0014 0.0006 -0.0002
O 0 -0.0002 -0.0015
O -0.0005 0.0065 -0.007
O -0.0056 0.0102 -0.0073
O -0.0004 -0.0003 -0.0008
O -0.0002 -0.0012 -0.0013
O -0.0002 0.0005 -0.0016
O -0.0004 0.0003 -0.0012
O 0.0002 0.0013 -0.001
O 0.0002 0.0005 -0.0011
O 0.0007 -0.0001 -0.0031
O 0.0001 0.0022 -0.0007
O -0.0009 0.0006 0.0001
O -0.0004 0.0009 -0.001
O -0.0002 -0.0014 0.0008
O -0.003 0.0029 -0.0036
O -0.0007 0.0002 -0.0012
O 0.0003 0.0006 -0.0025
O -0.0003 0.0018 0.0014
O -0.0001 0.0003 -0.0012
O -0.0011 0.0001 -0.0015
O -0.0006 -0.001 -0.0005
O -0.0018 0.0004 -0.0034
O 0 0.0013 -0.0004
O -0.0005 0.0002 -0.0002
O 0.0001 0.0017 0.0006
O 0.0006 0.0021 -0.0016
O -0.0007 0.0003 -0.0015
O -0.0051 0.0032 -0.0053
O -0.0026 -0.0005 -0.0031
O -0.0001 0.0012 0.0006
O -0.001 -0.002 -0.0018
O -0.0001 0.0016 -0.0015
O -0.001 -0.0019 0.0045
O -0.0016 0.0026 -0.0031
O 0.0003 0.0018 -0.0001
O -0.0011 0.0004 -0.0032
O 0.0006 0.0006 -0.0005
O -0.0154 -0.0025 0.0043
O 0.0117 -0.0089 0.007
O -0.0015 0.0042 0.0016
O 0.0129 0.0152 0.0029
O -0.0025 -0.0016 0.0073
O -0.003 0.0475 -0.0348

The program warned: the cutoff lies below the one the program advises for these potential files; the forces do not sum to zero within the program's tolerance; the exchange-correlation potential is rough where the density is thin.
